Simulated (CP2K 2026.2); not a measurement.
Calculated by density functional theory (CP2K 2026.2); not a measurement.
Periodic cell of 547 atoms, Si316O221N10, from a study of silicon, its oxide and their interface. The atomic structure is a simulated model.
Doubt: the forces sum to 4.36 eV/angstrom along one axis rather than to zero, so they err by at least 0.0080 eV/angstrom per atom on average; the grid cutoff is modest.

Settings: functional PBE; method Gaussian and plane waves; basis set DZVP-MOLOPT-SR-GTH; pseudopotentials GTH-PBE; grid cutoff 350 Ry, relative cutoff 50 Ry; k points Gamma only; occupations fixed; spin none; net charge 0.

Cell vectors (angstrom)
a 16.332 0 0
b 0 16.332 0
c 0 0 34.6122

Atoms and the computed forces on them: element, x, y, z (angstrom), force x, y, z (eV/angstrom)
Si 0.274 16.163 0.074 -0.063 0.153 0.754
Si 2.99 2.727 34.56 -0.303 0.12 0.733
Si 16.273 5.806 0.158 0.05 -0.284 0.717
Si 2.819 8.177 0.412 0.003 -0.027 0.489
Si 0.665 10.413 34.552 -0.211 0.128 0.8
Si 2.408 13.869 0.016 0.29 -0.042 0.764
Si 5.137 0.422 0.05 0.173 -0.152 0.83
Si 8.392 2.826 0.091 -0.194 -0.03 0.69
Si 4.995 5.976 0.044 0.089 -0.062 0.746
Si 7.863 8.535 0.137 0.129 -0.104 0.811
Si 5.596 10.632 0.218 0.024 0.233 0.684
Si 8.191 13.752 0.109 -0.348 0.137 0.65
Si 10.47 0.51 0.005 0.155 -0.115 0.836
Si 13.404 3.037 34.529 0.204 -0.128 0.728
Si 11.284 5.298 0.194 -0.052 -0.036 0.769
Si 14.007 7.944 34.585 -0.176 0.243 0.762
Si 10.312 11.355 0.019 0.517 -0.217 0.708
Si 13.798 13.727 34.406 -0.227 -0.123 0.784
Si 1.431 1.472 1.281 0.009 0 -0.045
Si 4.031 4.271 1.372 0.016 -0.024 -0.066
Si 1.359 6.875 1.641 0.009 0.002 -0.022
Si 4.177 9.537 1.685 0.012 0.006 -0.02
Si 1.429 12.197 1.338 -0.016 -0.006 -0.025
Si 4.021 15.075 1.297 0.008 -0.015 -0.063
Si 6.774 1.568 1.311 0.012 0.019 -0.054
Si 9.642 4.192 1.475 0.025 0.012 -0.054
Si 6.718 6.922 1.381 -0.001 -0.036 -0.064
Si 9.45 9.674 1.423 0.01 -0.013 -0.061
Si 6.72 12.365 1.351 -0.02 -0.016 -0.059
Si 9.433 15.24 1.39 0.006 0.005 -0.022
Si 12.229 1.474 1.262 0 -0.001 -0.032
Si 15.023 4.137 1.273 -0.008 0.018 -0.041
Si 12.423 6.897 1.404 0.006 0.024 -0.033
Si 15.146 9.557 1.234 0.018 0.018 -0.069
Si 12.234 12.38 1.05 -0.002 -0.016 -0.034
Si 15.03 14.976 1.349 0.026 0.003 -0.057
Si 0.002 2.746 2.651 0.007 -0.004 0.003
Si 2.715 0.086 2.709 -0.005 0.003 0.031
Si 16.318 8.283 2.851 -0.025 -0.004 0.021
Si 2.685 5.436 2.877 0.003 0.004 0.017
Si 0.009 13.553 2.693 0.005 0.029 0.025
Si 2.771 10.985 2.842 -0.004 0.003 0.017
Si 5.432 2.893 2.706 -0.007 0.003 0.028
Si 8.065 0.182 2.756 -0.032 -0.012 0.032
Si 5.493 8.142 2.957 0.001 0.003 0.052
Si 8.153 5.543 2.688 -0.014 0.005 0.026
Si 5.371 13.711 2.696 -0.01 0.022 0.013
Si 8.089 11.013 2.784 -0.025 -0.009 0.012
Si 10.94 2.761 2.788 0.03 0.01 0.041
Si 13.59 0.039 2.607 -0.005 0.003 0.008
Si 10.906 8.246 2.644 -0.019 -0.01 0.011
Si 13.717 5.483 2.756 -0.003 -0.005 0.021
Si 10.895 13.737 2.566 -0.016 -0.041 -0.003
Si 13.626 10.965 2.468 -0.011 0.018 0.005
Si 1.313 4.046 4.134 -0.004 -0.008 -0.005
Si 4.099 1.435 4.054 0.009 -0.004 -0.028
Si 1.388 9.605 4.167 -0.021 0.007 -0.008
Si 4.082 6.774 4.223 0.016 0.005 -0.003
Si 1.365 14.985 4.036 0 -0.016 -0.026
Si 4.109 12.351 4.154 0.025 -0.005 0.011
Si 6.831 4.166 4.092 -0.002 0 -0.003
Si 9.52 1.428 4.118 0.014 0.019 -0.002
Si 6.837 9.59 4.199 -0.014 0.018 0.001
Si 9.537 6.887 4.041 0.001 0.007 0.002
Si 6.764 15.048 4.061 0.01 0.009 -0.005
Si 9.551 12.365 4.013 0.006 0.006 -0.008
Si 12.304 4.136 4.104 0.005 0.006 -0.013
Si 14.966 1.37 4.001 -0.025 -0.008 0.004
Si 12.286 9.614 3.95 0.052 0.005 -0.003
Si 15.001 6.844 4.153 0.02 -0.011 0.001
Si 12.24 15.022 4.009 0.009 -0.004 0.002
Si 14.922 12.246 4.007 0 -0.032 -0.002
Si 16.319 16.331 5.392 -0.004 0.001 0.002
Si 2.719 2.71 5.461 -0.006 -0.009 0.001
Si 16.331 5.444 5.489 -0.015 0.02 0.021
Si 2.722 8.182 5.508 0.001 -0.006 0.029
Si 16.291 10.939 5.442 -0.011 0.015 0.005
Si 2.715 13.677 5.474 -0.007 0.008 0.012
Si 5.427 0.055 5.441 0.003 0.004 0.005
Si 8.16 2.781 5.465 -0.02 0.01 0.01
Si 5.479 5.435 5.536 0.002 -0.023 0.009
Si 8.211 8.198 5.494 -0.016 -0.003 0.007
Si 5.443 10.941 5.503 -0.008 0.004 0.02
Si 8.169 13.683 5.401 -0.02 -0.015 0.008
Si 10.878 0.015 5.426 -0.02 -0.006 0.005
Si 13.632 2.716 5.419 0.016 0.005 0
Si 10.878 5.486 5.415 -0.01 0 0.001
Si 13.57 8.214 5.396 -0.016 0.01 -0.005
Si 10.897 10.939 5.35 -0.018 -0.006 -0.004
Si 13.583 13.625 5.373 -0.003 -0.01 0.007
Si 1.361 1.336 6.8 0.02 0.008 -0.003
Si 4.11 4.029 6.838 0.008 0.004 -0.001
Si 1.374 6.78 6.84 -0.004 -0.006 0.013
Si 4.106 9.53 6.848 0 0.004 0.005
Si 1.355 12.271 6.798 -0.007 0.017 0.003
Si 4.093 15.018 6.827 0.011 0.003 -0.003
Si 6.81 1.376 6.811 0.024 -0.005 0
Si 9.52 4.13 6.812 -0.002 -0.009 0
Si 6.843 6.816 6.869 -0.001 0.005 0.004
Si 9.582 9.564 6.799 0.019 0.006 -0.002
Si 6.839 12.302 6.804 0.022 0.007 -0.01
Si 9.517 14.999 6.808 0.011 -0.001 0.007
Si 12.247 1.375 6.784 0.018 0.018 -0.005
Si 14.966 4.053 6.81 -0.004 -0.012 -0.011
Si 12.232 6.839 6.779 0.02 0.028 0.005
Si 14.943 9.54 6.764 0.029 -0.005 -0.015
Si 12.22 12.268 6.755 -0.005 -0.02 0.005
Si 14.967 14.951 6.747 -0.009 -0.002 0.008
Si 0.006 2.701 8.166 -0.019 0.013 -0.009
Si 2.737 0.015 8.195 -0.028 0.012 0.015
Si 16.294 8.161 8.114 -0.032 0.001 0
Si 2.748 5.386 8.171 0.017 -0.003 0.002
Si 16.328 13.608 8.151 -0.014 -0.011 0.003
Si 2.713 10.878 8.159 0.003 -0.016 0.001
Si 5.455 2.671 8.223 -0.034 -0.009 -0.001
Si 8.154 0.01 8.186 -0.011 0.002 -0.009
Si 5.454 8.153 8.226 -0.013 0.022 0.004
Si 8.182 5.438 8.245 0.018 -0.016 -0.004
Si 5.471 13.642 8.176 0.009 0.002 0.002
Si 8.176 10.899 8.148 -0.028 -0.012 -0.01
Si 10.856 2.726 8.152 -0.001 0.001 -0.002
Si 13.608 16.306 8.108 0.003 -0.016 -0.01
Si 10.892 8.164 8.182 -0.004 -0.024 -0.012
Si 13.566 5.408 8.121 0.016 0 -0.012
Si 10.854 13.595 8.154 -0.012 -0.003 0
Si 13.559 10.873 8.109 -0.009 0 -0.008
Si 1.407 4.014 9.54 -0.01 -0.003 -0.008
Si 4.119 1.307 9.621 0.046 -0.031 0.003
Si 1.342 9.477 9.483 -0.022 -0.025 0.006
Si 4.077 6.732 9.548 0.01 -0.038 -0.012
Si 1.373 14.965 9.506 0.011 -0.025 -0.014
Si 4.113 12.228 9.49 -0.021 -0.015 -0.007
Si 6.812 4.029 9.58 0.015 0.016 -0.001
Si 9.517 1.357 9.547 -0.001 0.013 -0.011
Si 6.854 9.518 9.546 0.045 -0.009 -0.017
Si 9.567 6.792 9.593 0.007 0.055 -0.006
Si 6.821 14.976 9.588 0.018 0.037 -0.024
Si 9.495 12.233 9.546 -0.011 -0.012 0.019
Si 12.182 4.09 9.526 -0.01 0.013 -0.006
Si 14.973 1.308 9.486 -0.002 0 -0.012
Si 12.254 9.508 9.532 0.008 0.008 0.022
Si 14.966 6.746 9.436 -0.004 -0.013 -0.025
Si 12.245 14.957 9.476 0.002 0.016 -0.012
Si 14.94 12.199 9.446 0.042 -0.005 -0.01
Si 0.029 16.316 10.877 -0.009 0.022 -0.005
Si 2.734 2.641 10.966 -0.01 0.014 0.032
Si 0.062 5.463 10.799 -0.031 0.018 0.009
Si 2.638 8.053 10.86 -0.014 -0.009 0.012
Si 16.251 10.788 10.802 -0.035 0.04 0.054
Si 2.733 13.567 10.821 -0.016 0.018 0.036
Si 5.473 16.267 11.033 -0.008 0.001 0.004
Si 8.164 2.672 10.973 0.003 -0.022 0.008
Si 5.432 5.37 10.926 -0.011 0.007 0.019
Si 8.239 8.181 10.931 0.008 -0.002 -0.043
Si 5.455 10.86 10.879 0.031 -0.021 0.012
Si 8.14 13.577 10.955 0.009 0.027 -0.002
Si 10.868 16.275 10.862 0.009 -0.023 -0.003
Si 13.537 2.648 10.771 -0.008 -0.004 -0.02
Si 10.87 5.409 11.027 0.016 -0.019 0.003
Si 13.561 8.002 10.813 0.005 -0.031 -0.01
Si 10.873 10.872 10.88 0.029 0 0.038
Si 13.644 13.604 10.792 -0.011 -0.005 -0.04
Si 1.416 1.213 12.342 0.035 -0.017 0.047
Si 4.056 4.023 12.334 0.072 0.019 -0.005
Si 1.331 6.726 12.376 -0.048 -0.037 0.018
Si 4.005 9.453 12.102 -0.032 -0.018 -0.017
Si 1.247 12.25 12.06 -0.003 0.042 -0.049
Si 4.104 14.777 12.314 0.027 0.027 -0.033
Si 6.873 1.302 12.414 -0.009 -0.032 0.002
Si 9.459 4.04 12.395 -0.019 -0.016 -0.032
Si 6.838 6.77 12.19 0.019 0.015 0.015
Si 9.62 9.503 12.352 -0.025 0.015 -0.033
Si 6.75 12.213 12.329 -0.004 0.044 0.011
Si 9.595 14.884 12.295 -0.013 -0.006 -0.03
Si 12.201 1.314 12.206 0.004 0.031 -0.06
Si 14.985 4.032 11.937 -0.01 -0.02 -0.029
Si 12.306 6.73 12.386 0.041 0.054 -0.005
Si 14.982 9.245 12.124 0.041 -0.008 -0.084
Si 12.295 12.263 12.128 -0.032 0.022 -0.042
Si 14.993 14.939 12.173 0 -0.007 -0.02
Si 16.276 2.754 13.341 -0.011 0.059 0.009
Si 2.73 16.02 13.743 -0.039 -0.015 0.073
Si 16.152 7.973 13.779 -0.058 -0.036 0.095
Si 2.731 5.369 13.78 -0.04 0.034 0.076
Si 16.289 13.567 13.54 0.025 0.081 0.024
Si 2.462 10.719 13.275 0.015 -0.034 -0.025
Si 5.385 2.645 13.723 0.019 -0.015 0.001
Si 8.23 16.132 13.749 -0.012 -0.003 0.026
Si 5.38 8.128 13.433 0.038 -0.019 -0.028
Si 8.035 5.409 13.733 -0.018 0.038 0.005
Si 5.263 13.322 13.838 -0.079 0.012 0.053
Si 8.244 10.981 13.644 0.005 -0.044 -0.014
Si 10.817 2.587 13.667 -0.037 -0.014 0.014
Si 13.647 16.302 13.49 -0.033 0.006 0.032
Si 11.021 8.138 13.829 0.066 -0.008 0.055
Si 13.761 5.202 13.497 0.016 -0.038 0.073
Si 11.102 13.622 13.642 0.064 0.018 0.029
Si 13.553 10.648 13.22 -0.024 -0.026 0.004
Si 1.04 4.08 14.907 0.078 0.178 -0.653
Si 4.415 0.822 14.919 -0.331 0.261 -0.82
Si 0.992 9.711 14.82 -0.151 -0.223 -0.665
Si 4.34 6.734 14.985 -0.091 -0.112 -0.575
Si 1.605 14.335 15.108 -0.02 -0.058 -0.904
Si 3.481 11.909 14.933 0.087 0.248 -0.441
Si 6.402 4.324 15.076 -0.18 0.097 -0.466
Si 9.8 0.983 15.103 -0.304 0.206 -0.553
Si 6.954 9.304 14.695 -0.406 0.461 -0.405
Si 9.152 7.138 14.954 0.448 -0.537 -0.262
Si 6.636 14.859 15.031 0.232 -0.305 -0.673
Si 9.928 12.081 14.902 0.088 -0.015 -0.649
Si 12.559 3.644 14.764 -0.147 0.121 -0.738
Si 14.823 1.558 14.673 0.074 -0.125 -0.65
Si 12.26 9.827 14.992 -0.121 -0.164 -0.482
Si 15.115 6.234 15.142 0.074 0.175 -0.464
Si 12.285 15.201 15.016 0.057 -0.225 -0.544
Si 15.053 11.811 14.448 0.212 0.061 -0.528
Si 2.19 13.901 25.334 0.024 0.026 0.089
Si 9.368 12.233 19.542 -0.088 -0.019 -0.154
Si 8.235 4.7 19.586 0.135 0.16 -0.403
Si 0.048 7.689 18.803 -0.18 -0.16 -0.071
Si 15.527 14.684 24.963 -0.176 0.042 -0.011
Si 4.873 1.867 17.618 0.147 -0.153 -0.138
Si 9.849 0.287 17.826 -0.106 0.196 -0.208
Si 14.118 13.305 16.678 0.106 0.149 -0.22
Si 8.171 8.759 17.18 -0.03 -0.116 -0.245
Si 10.515 10.742 17.253 -0.014 0.123 -0.33
Si 4.621 9.377 19.425 -0.019 0.044 -0.152
Si 12.213 1.141 30.163 -0.069 -0.13 0.256
Si 13.89 8.095 17.124 -0.106 -0.095 -0.334
Si 12.447 7.903 21.666 -0.101 0.02 -0.216
Si 0.795 8.931 23.768 0.091 -0.002 -0.124
Si 5.525 2.419 30.572 0.021 -0.012 0.143
Si 15.008 15.208 19.715 0.009 0.075 -0.2
Si 5.633 15.887 29.786 -0.186 0.078 0.209
Si 2.154 9.3 28.704 -0.062 0.141 0.192
Si 13.398 3.061 20.551 0.213 0.215 -0.163
Si 11.756 8.628 19.104 -0.036 0.11 -0.158
Si 10.115 2.91 29.679 0.041 0.004 0.133
Si 0.657 12.061 16.529 0.016 -0.064 -0.336
Si 0.122 1.837 29.651 0.11 0.157 0.218
Si 1.268 15.08 20.864 -0.123 -0.065 -0.28
Si 6.678 4.353 32.529 0.083 0.068 0.276
Si 1.169 5.549 17.259 -0.14 0.077 -0.417
Si 0.41 10.663 19.329 -0.144 0.033 -0.319
Si 5.737 6.456 19.579 0.002 -0.127 -0.045
Si 2.929 13.219 22.409 -0.166 0.035 -0.185
Si 10.481 3.887 21.243 -0.047 0.167 -0.223
Si 15.796 5.179 20.821 -0.033 0.056 -0.354
Si 6.671 7.609 22.158 -0.021 -0.037 -0.329
Si 7.435 9.714 19.946 0.022 0.232 -0.199
Si 7.836 2.486 17.26 0.183 -0.185 -0.184
Si 8.531 13.863 17.223 -0.117 -0.096 -0.033
Si 10.03 14.019 30.866 -0.064 -0.022 0.216
Si 6.464 3.343 21.644 -0.048 0.054 -0.145
Si 9.281 12.62 28.332 -0.022 0.012 0.094
Si 14.624 10.314 24.928 -0.033 -0.088 0.016
Si 7.438 10.481 29.789 -0.053 -0.054 0.246
Si 3.301 1.325 29.453 -0.044 -0.079 0.034
Si 4.252 11.092 29.835 0.136 0.001 0.086
Si 4.205 1.912 20.454 -0.089 0.123 -0.046
Si 12.368 0.616 19.397 -0.059 0.008 -0.179
Si 4.786 3.492 28.01 -0.021 -0.226 0.271
Si 3.471 9.369 16.554 0.039 -0.038 -0.328
Si 13.106 14.699 23.235 -0.058 -0.075 -0.131
Si 13.923 9.122 31.705 -0.039 -0.072 0.244
Si 11.143 6.075 19.606 -0.231 -0.109 -0.136
Si 6.689 0.471 25.343 -0.151 0.101 -0.024
Si 0.977 15.613 17.981 0.092 -0.059 -0.068
Si 14.273 0.823 27.999 -0.036 -0.116 0.176
Si 4.706 5.514 22.395 0.085 0.136 -0.356
Si 2.171 12.145 28.009 0.073 -0.002 0.197
Si 4.332 4.961 17.273 0.087 0.245 -0.339
Si 2.198 3.875 21.899 -0.075 -0.071 -0.072
Si 9.502 0.16 29.644 0.041 -0.038 0.255
Si 8.14 1.026 22.971 0.129 0.004 -0.115
Si 10.424 2.925 23.945 -0.046 0.1 -0.108
Si 14.473 10.14 27.975 -0.095 -0.084 0.161
Si 9.836 7.229 32.716 -0.073 0.081 0.3
Si 11.967 11.727 27.197 0.124 0.022 0.19
Si 3.638 0.203 25.092 -0.014 -0.032 0.041
Si 12.994 5.247 17.115 0.085 0.395 -0.206
Si 12.136 15.488 32.374 0.014 0.007 0.2
Si 7.741 6.116 24.541 -0.06 0.052 -0.021
Si 3.746 15.86 22.034 -0.057 -0.024 -0.285
Si 6.219 14.729 32.619 0.076 0.088 0.112
Si 13.161 1.499 23.158 -0.063 -0.036 -0.155
Si 11.111 9.06 30.72 -0.065 0.031 0.171
Si 9.981 3.957 26.928 -0.003 -0.105 0.073
Si 7.708 15.076 27.637 -0.07 -0.136 0.358
Si 9.791 0.864 20.669 0.103 -0.066 -0.15
Si 1.762 2.789 24.936 -0.003 0.087 -0.251
Si 15.271 1.465 25.359 -0.009 -0.076 0.103
Si 8.534 5.565 30.443 -0.134 0.053 0.145
Si 14.091 12.298 19.505 0.052 -0.013 -0.16
Si 15.352 11.764 32.386 -0.004 -0.055 0.21
Si 0.532 4.934 29.582 -0.041 -0.065 0.336
Si 5.288 7.519 24.529 0.013 0.025 -0.047
Si 2.499 10.406 21.474 -0.042 -0.097 -0.276
Si 12.452 12.179 24.281 -0.118 0.035 -0.116
Si 0.406 1.783 16.919 0.106 0.189 -0.312
Si 9.48 11.187 31.71 0.044 -0.027 0.165
Si 11.801 12.638 21.466 -0.145 0.043 -0.198
Si 15.327 3.768 18.461 0.009 0.038 -0.031
Si 14.868 6.979 22.942 -0.046 0.085 -0.096
Si 15.856 12.547 29.466 0.006 -0.111 0.082
Si 12.654 7.839 24.518 -0.061 -0.061 -0.091
Si 8.993 7.957 28.747 -0.023 0.101 0.283
Si 7.187 3.495 26.031 -0.05 0.1 0.045
Si 15.474 1.874 32.584 -0.056 0.022 0.181
Si 10.22 6.833 26.253 -0.057 0.049 0.094
Si 1.258 4.224 32.548 0.096 -0.007 0.044
Si 2.478 5.048 27.075 -0.035 0.002 0.184
Si 4.199 12.353 32.737 -0.009 0 0.121
Si 13.999 14.098 27.57 0.011 -0.001 0.088
Si 2.769 7.903 26.04 -0.084 0.052 0.047
Si 15.79 7.911 29.623 -0.062 -0.11 0.016
O 10.115 10.753 33.132 0.151 -0.594 -0.195
O 14.316 1.702 26.648 -0.607 0.462 -0.066
O 15.105 6.796 34.209 0.045 -0.002 -0.552
O 14.02 2.352 33.159 -0.105 0.026 -0.585
O 10.763 8.41 32.16 0.316 0.316 0.429
O 14.742 12.745 33.516 0.055 -0.005 -0.152
O 15.191 8.35 31.067 0.463 -0.338 0.215
O 2.516 6.318 26.092 -0.051 -0.221 -0.42
O 6.031 2.987 31.973 -0.007 -0.491 0.23
O 4.029 11.885 31.22 -0.358 0.29 -0.111
O 4.241 8.269 25.469 0.312 0.309 -0.088
O 10.576 3.039 28.121 0.213 -0.018 -0.271
O 0.881 5.486 33.475 0.125 0.384 -0.174
O 2.581 3.499 33.16 0.161 -0.078 -0.588
O 0.671 14.082 24.832 0.014 -0.125 -0.274
O 7.853 3.843 33.531 0.021 0.189 -0.192
N 14.763 4.005 20.058 -0.038 -0.036 0.192
O 3.858 7.123 34.232 -0.09 0.082 -0.333
O 15.658 1.501 31.028 -0.291 -0.182 -0.175
O 6.743 9.62 34.229 -0.121 -0.033 -0.365
O 2.856 13.08 33.264 -0.287 0.028 -0.524
O 7.193 5.186 31.25 -0.255 0.281 -0.485
O 3.832 2.147 28.126 -0.202 -0.386 -0.605
O 2.188 3.832 26.076 0.231 -0.142 -0.16
O 8.025 10.533 31.329 -0.547 -0.023 0.296
O 3.914 16.122 23.582 0.247 -0.013 0.091
O 12.875 10.542 27.889 -0.429 -0.245 -0.074
O 13.492 8.486 33.134 -0.247 0.242 -0.171
O 8.526 7.824 33.444 -0.311 -0.104 -0.394
O 9.379 12.676 34.469 0.002 0.15 -0.303
O 8.175 11.695 29.038 -0.161 0.228 -0.092
O 2.767 8.34 27.583 0.358 -0.327 0.203
O 10.379 8.243 29.545 0.261 -0.167 -0.378
O 11.792 8.034 23.141 -0.543 0.093 0.138
O 2.874 15.298 25.814 0.142 0.178 0.313
O 12.771 16.265 23.235 -0.44 -0.099 0.078
O 15.262 11.106 29.012 -0.001 -0.24 0.083
O 14.214 4.255 17.426 -0.045 -0.318 -0.345
N 5.593 6.521 21.296 0.003 0.072 0.108
O 9.196 12.802 16.186 -0.241 -0.047 0.118
O 2.729 5.141 17.02 -0.095 -0.153 -0.041
O 0.952 8.534 29.465 0.172 -0.146 0.234
O 15.976 10.012 24.105 0.128 0.565 -0.086
O 7.248 5.938 19.132 0.025 0.444 -0.37
O 6.811 9.107 16.333 -0.519 -0.037 0.57
O 5.614 16.1 15.243 0.1 -0.139 -0.013
O 7.422 3.522 16.081 0.18 -0.078 0.047
O 7.41 4.532 24.786 -0.137 -0.326 -0.47
O 1.386 0.833 17.768 0.384 0.294 0.086
O 9.079 10.072 16.973 -0.071 0.256 -0.303
N 9.875 5.037 20.085 -0.05 -0.09 0.05
O 12.017 4.495 16.058 -0.715 0.216 0.3
O 7.142 14.335 16.514 -0.255 -0.064 0.515
O 9.229 6.453 25.041 0.203 0.049 -0.517
O 11.116 0.175 29.447 0.33 -0.422 -0.635
O 12.946 2.131 19.288 -0.2 0.194 -0.351
O 8.144 8.245 14.321 0.226 0.049 -0.475
N 0.256 5.434 15.758 0.08 0.035 0.11
O 11.094 16.294 15.427 -0.05 0.109 0.163
O 13.331 9.257 16.133 0.375 0.253 0.061
O 15.881 6.582 19.914 0.011 -0.076 0.146
O 11.804 11.523 25.593 -0.241 -0.411 -0.078
O 10.316 12.776 20.768 -0.284 0.049 0.315
O 4.666 0.587 21.262 0.674 -0.086 0.319
O 7.301 1.945 25.611 0.55 0.09 -0.027
O 1.318 15.022 16.539 -0.008 0.253 0.205
O 15.185 11.101 19.506 -0.231 -0.314 0.091
O 0.086 3.154 32.809 -0.165 -0.012 -0.093
O 9.524 15.12 17.332 0.393 0.123 -0.385
O 10.506 5.481 27.109 0.367 0.037 0.25
O 15.044 10.439 26.487 0.61 0.414 -0.137
O 6.016 14.915 31.032 0.202 -0.43 -0.236
O 13.995 11.653 24.263 0.485 0.25 -0.382
O 9.44 7.902 27.193 -0.065 0.506 -0.594
O 9.333 12.796 31.65 -0.181 0.144 0.294
O 12.091 3.9 21.006 -0.012 0.528 0.487
O 9.104 0.542 19.243 -0.596 -0.16 0.008
O 4.16 10.668 15.813 0.589 -0.101 0.303
O 8.356 13.259 18.741 -0.622 0.231 0.423
O 5.823 8.431 23.289 -0.187 0.579 -0.065
O 4.744 3.438 17.39 0.35 -0.054 0.028
O 8.9 0.176 21.816 0.065 -0.667 -0.018
O 13.458 9.19 24.874 -0.285 0.101 0.104
O 0.958 11.342 17.951 0.212 -0.134 0.124
O 5.47 2.919 20.443 0.001 0.053 -0.52
O 15.71 15.483 18.277 -0.263 0.024 -0.508
O 12.521 14.061 21.849 -0.017 0.293 -0.357
O 14.831 13.634 20.01 0.093 -0.142 0.304
O 14.904 13.69 28.847 -0.221 0.41 0.084
O 13.833 12.342 15.426 -0.434 -0.253 -0.253
O 11.975 9.083 20.644 0.087 0.673 0.406
O 4.002 1.209 16.433 -0.571 -0.31 0.444
O 7.669 6.603 22.984 0.319 -0.115 -0.122
O 8.914 7.418 16.581 0.294 -0.457 0.653
N 13.837 6.574 16.348 -0.208 -0.077 0.073
O 8.5 10.947 20.066 0.08 0.126 0.498
O 3.24 5.118 21.87 -0.208 0.248 0.078
O 16.072 15.649 20.869 -0.036 0.407 0.281
O 11.338 0.387 20.645 0.141 -0.269 0.65
O 7.416 8.712 21.237 0.187 -0.147 0.257
O 13.584 15.932 19.648 0.058 -0.336 0.089
O 4.027 14.273 21.795 0.435 -0.082 -0.101
O 0.545 9.05 19.481 0.139 -0.126 0.344
O 5.937 10.322 19.679 0.002 0.529 -0.034
O 1.24 2.94 16.12 0.486 -0.077 0.16
O 4.677 5.579 18.727 -0.249 -0.018 0.345
O 12.111 5.474 18.442 -0.185 -0.292 0.117
O 8.809 16.052 28.28 0.269 0.425 -0.286
O 1.045 12.83 28.964 0.024 0.56 0.392
O 1.245 6.996 17.959 0.585 0.245 0.073
O 11.46 0.375 18.075 0.466 -0.158 -0.273
O 9.31 1.772 23.8 -0.056 -0.069 0.302
O 4.059 1.431 18.93 -0.226 -0.243 0.139
O 12.013 6.517 20.928 0.005 -0.283 0.39
O 6.249 1.025 30.135 0.532 0.042 -0.264
O 13.68 15.673 27.741 -0.263 -0.062 0.076
O 13.135 8.004 18.549 0.185 -0.317 0.317
O 3.726 9.667 18.112 -0.082 0.383 0.207
O 8.322 6.526 29.161 -0.204 0.006 -0.417
N 9.171 1.444 16.712 0.081 0.102 0.166
O 3.962 7.874 16.132 0.119 -0.092 0.301
O 9.833 2.459 20.866 -0.142 0.19 -0.158
O 12.827 11.92 20.43 0.084 -0.641 -0.107
O 0.398 4.585 18.316 0.281 -0.044 0.662
O 3.278 11.682 22.092 0.545 -0.082 0.084
O 1.879 3.387 23.421 -0.193 0.186 0.287
O 10.594 7.498 19.034 -0.584 -0.108 -0.097
O 15.886 6.263 29.642 -0.255 -0.012 0.059
O 5.737 3.592 26.72 -0.241 -0.059 -0.223
N 16.268 10.97 15.385 -0.218 -0.159 0.272
O 14.229 10.689 31.954 -0.513 0.302 -0.336
O 1.896 9.382 16.155 -0.304 -0.332 0.598
O 3.594 9.5 20.675 -0.238 -0.061 0.362
O 13.696 1.981 21.713 0.36 -0.567 0.116
O 7.883 9.097 29.071 -0.061 -0.14 -0.205
O 13.217 14.855 33.378 0.012 0.468 -0.059
O 12.716 9.022 30.63 0.161 -0.119 -0.519
N 2.13 12.746 15.738 0.038 0.135 0.344
O 10.951 16.155 33.232 0.006 0.072 -0.44
O 8.375 13.615 27.427 -0.2 -0.205 -0.506
O 2.727 1.516 25.112 -0.003 0.143 -0.136
O 7.175 0.083 23.846 -0.304 -0.519 -0.135
O 5.696 3.495 29.36 0.458 0.389 -0.276
O 11.46 9.734 18.031 0.478 -0.013 -0.08
O 15.419 8.267 17.609 0.143 0.166 -0.236
O 15.817 0.973 15.843 0.112 -0.655 0.002
O 16.224 3.436 29.364 -0.257 -0.006 -0.421
O 9.073 1.687 29.953 -0.415 0.214 0.054
N 11.127 11.011 15.671 0.133 0.099 0.126
O 11.713 11.803 22.869 -0.142 -0.353 0.027
O 1.392 11.112 20.519 -0.093 0.638 0.144
O 12.68 13.156 27.522 -0.3 0.434 0.023
O 1.662 10.609 27.883 -0.363 -0.013 -0.566
O 13.63 2.507 15.289 -0.157 -0.109 0.556
O 4.604 11.059 33.609 -0.442 -0.339 -0.351
O 5.327 7.954 19.148 0.23 -0.062 -0.357
O 2.218 16.182 21.562 -0.257 0.365 -0.044
O 3.669 12.089 28.674 0.191 0.343 -0.459
O 8.365 3.863 27.079 -0.292 -0.004 0.477
O 0.881 4.454 21.155 0.087 -0.204 -0.122
O 5.549 4.156 22.692 -0.195 -0.09 0.387
O 13.254 14.656 16.278 0.257 0.01 0.264
O 9.438 6.385 31.448 0.31 -0.154 -0.346
O 14.402 1.848 24.087 0.133 0.508 -0.244
O 10.411 11.7 27.646 -0.133 -0.391 -0.165
O 9.365 4.248 30.085 -0.035 -0.027 0.23
O 12.386 13.807 24.395 -0.159 0.133 0.561
O 6.591 6.97 25.336 0.032 0.171 0.813
O 15.115 5.554 22.236 0.048 -0.59 0.434
O 6.355 15.156 28.538 -0.075 -0.458 -0.067
O 8.229 3.475 18.502 0.455 0.122 0.36
O 1.783 9.491 22.61 0.098 -0.092 -0.04
O 1.518 13.707 21.706 -0.23 -0.52 0.304
O 15.78 13.184 16.791 0.201 0.298 0.089
O 16.321 7.6 23.291 0.385 -0.501 -0.177
O 7.131 2.096 22.344 -0.03 0.019 -0.059
O 5.684 16.097 33.28 0.178 0.083 -0.326
O 10.418 11.911 18.354 0.449 0.305 -0.033
O 3.316 9.756 29.756 0.022 -0.257 0.509
O 6.493 1.589 17.608 0.035 -0.326 0.194
O 15.693 2.273 18.049 -0.323 -0.303 0.45
O 15.93 0.56 33.399 -0.386 -0.082 -0.308
O 1.699 1.402 29.634 0.028 -0.187 -0.033
O 1.656 8.597 25.097 -0.167 0.089 0.136
O 10.622 6.216 33.661 0.174 -0.056 -0.256
O 14.058 7.947 21.898 0.211 0.289 -0.297
O 1.398 5.224 28.26 -0.069 0.167 -0.172
O 14.7 14.547 23.565 0.533 -0.133 -0.56
O 3.854 4.798 27.887 0.072 0.425 0.061
O 10.568 10.596 30.653 0.127 0.381 -0.614
O 12.795 0.303 31.431 0.414 0.274 -0.117
O 2.939 13.324 24.026 0.371 -0.137 0.235
O 2.891 2.651 21.062 -0.267 -0.322 -0.253
O 5.11 0.494 25.69 -0.131 0.377 0.56
O 1.311 14.998 34.155 -0.09 -0.11 -0.308
O 4.031 16.17 29.474 -0.421 -0.499 -0.018
O 11.869 2.317 23.615 0.11 -0.101 0.226
O 9.409 1.669 34.123 0.064 0.047 -0.528
O 1.694 14.931 19.273 0.514 -0.266 0.152
O 7.889 8.717 18.75 0.172 -0.484 0.416
O 11.492 14.293 31.495 0.13 -0.448 -0.141
O 2.259 12.873 26.58 0.144 -0.191 -0.242
O 7.665 14.412 33.304 0.156 0.039 -0.258
O 15.834 12.589 31.087 0.067 0.409 -0.27
O 11.626 7.412 25.683 0.34 -0.058 0.42
O 0.257 10.973 33.072 0.257 -0.038 -0.745
O 10.177 4.106 22.832 0.014 0.319 0.353
O 3.937 2.109 30.728 -0.541 0.358 0.416
O 10.423 3.466 25.457 0.275 0.146 -0.119
O 0.251 2.379 25.304 -0.078 0.267 0.002
O 5.368 13.423 32.995 0.058 0.006 -0.017
N 5.235 5.468 15.851 0.106 0.018 0.091
O 5.828 10.694 29.716 -0.001 -0.029 -0.209
O 15.688 16.241 25.348 0.186 0.03 0.207
O 9.172 15.413 30.831 -0.288 0.037 0.134
O 4.545 6.262 23.815 -0.468 -0.184 0.227
O 7.364 15.64 26.197 0.234 -0.204 -0.243
O 14.828 8.608 28.469 -0.469 -0.382 -0.357
O 5.606 5.282 33.306 0.078 -0.147 -0.255
O 14.799 13.9 26.18 0.088 -0.522 -0.105
O 12.287 4.179 34.12 -0.105 -0.066 -0.604
O 13.855 6.763 24.206 0.18 -0.539 0.588
O 1.803 9.244 34.236 -0.099 0.156 -0.261
O 15.799 0.861 28.546 0.562 -0.535 -0.156
O 13.36 1.528 29.118 0.06 0.535 -0.049
O 7.623 4.226 20.998 0.268 0.29 0.556
O 1.351 4.741 31.006 0.458 0.393 -0.295
O 13.522 12.646 18.021 -0.458 0.13 -0.036
O 10.149 13.54 29.34 0.188 -0.047 -0.377
O 4.069 1.561 34.167 0.166 -0.149 -0.251
O 11.445 2.528 30.551 0.274 0.525 0.332

Results
total energy: -133404.620 eV
total energy less fixed offsets of N -271.95, O -438.35, Si -107.03 eV per atom: 11.710 eV
